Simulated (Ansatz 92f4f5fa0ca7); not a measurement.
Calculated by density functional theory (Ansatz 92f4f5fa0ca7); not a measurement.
Periodic cell of 256 atoms, Si144O112, from a study of silicon, its oxide and their interface. The atomic structure is a simulated model.

Settings: functional r2SCAN; potential files Ansatz PAW; basis plane waves; wave-function cutoff 800 eV; density cutoff ratio 5; exchange-correlation grid ratio 1; k mesh 1 x 1 x 1, shifted by 0.5 0.5 0 of a step; self-consistency stop 1e-10 eV per atom in the density residual; occupations fixed; spin none; net charge 0.

Cell vectors (angstrom)
a	10.887	0	0
b	0	10.887	0
c	0	0	36.2479

Atoms: element, x, y, z (angstrom)
Si	0.28	-0.2734	-0.0649
Si	3.1253	2.5593	0.1219
Si	-0.155	5.8117	0.0739
Si	2.5225	8.4214	-0.1126
Si	5.3066	0.3678	0.0647
Si	7.8704	3.0017	0.104
Si	5.7204	5.2314	0.0256
Si	8.5475	7.967	0.2251
Si	1.4375	1.3427	1.2553
Si	4.2124	4.1166	1.4558
Si	1.4306	6.916	1.37
Si	4.1124	9.5746	1.2349
Si	6.8084	1.4514	1.4827
Si	9.549	4.1541	1.2998
Si	6.8797	6.7855	1.3685
Si	9.6903	9.5548	1.4568
Si	0.0345	2.7253	2.6014
Si	2.7633	0.0054	2.6943
Si	0.1115	8.2064	2.8371
Si	2.7609	5.4864	2.6915
Si	5.4911	2.7689	2.8821
Si	8.2236	0.0293	2.7115
Si	5.4599	8.1893	2.6239
Si	8.2173	5.4433	2.7703
Si	1.3714	4.0906	4.0109
Si	4.0873	1.356	4.1122
Si	1.452	9.5735	4.1483
Si	4.1169	6.8466	4.0506
Si	6.8739	4.1196	4.1779
Si	9.5772	1.4034	4.0515
Si	6.8197	9.5319	4.0248
Si	9.5667	6.8232	4.1119
Si	0.0264	0.0393	5.4397
Si	2.7044	2.7348	5.4188
Si	0.0256	5.4279	5.4352
Si	2.7746	8.1694	5.4739
Si	5.4657	-0.0197	5.4353
Si	8.2238	2.7189	5.478
Si	5.4496	5.4833	5.4481
Si	8.1615	8.1805	5.4256
Si	1.36	1.3947	6.816
Si	4.0683	4.0939	6.7751
Si	1.3752	6.7951	6.799
Si	4.1121	9.527	6.8364
Si	6.8281	1.3379	6.7959
Si	9.5596	4.0907	6.8367
Si	6.8004	6.8281	6.8092
Si	9.524	9.5505	6.771
Si	0.0135	2.7288	8.2078
Si	2.7034	0.002	8.1604
Si	-0.0328	8.159	8.1256
Si	2.7138	5.4264	8.1718
Si	5.4152	2.6927	8.1133
Si	8.1814	-0.0092	8.1803
Si	5.4523	8.1609	8.1993
Si	8.1332	5.4335	8.1589
Si	1.365	4.0814	9.5754
Si	4.0715	1.3491	9.5207
Si	1.3012	9.5295	9.4923
Si	4.0701	6.7815	9.5273
Si	6.7654	4.0209	9.4872
Si	9.5246	1.365	9.5499
Si	6.8131	9.5208	9.547
Si	9.4678	6.8233	9.5028
Si	-0.0374	-0.0166	10.9214
Si	2.7277	2.684	10.9259
Si	-0.0912	5.4466	10.8433
Si	2.6575	8.1585	10.8173
Si	5.4425	-0.0066	10.8818
Si	8.1079	2.6826	10.8936
Si	5.4093	5.3559	10.8555
Si	8.1229	8.1471	10.9396
Si	1.3746	1.3027	12.2855
Si	4.1048	4.0202	12.299
Si	1.2406	6.844	12.1506
Si	4.059	9.4775	12.1571
Si	6.7994	1.296	12.3167
Si	9.4173	4.1013	12.2196
Si	6.7496	6.6841	12.2215
Si	9.4197	9.5771	12.3156
Si	-0.1513	2.6298	13.4966
Si	2.8329	-0.0541	13.61
Si	-0.0448	8.2651	13.5844
Si	2.5424	5.3668	13.415
Si	5.5434	2.7038	13.7087
Si	8.005	-0.1126	13.8319
Si	5.2591	7.951	13.4669
Si	8.1027	5.4611	13.7014
Si	0.8994	4.3044	14.6943
Si	4.1209	1.377	15.0061
Si	1.5769	9.352	14.8807
Si	3.5386	6.9317	14.7664
Si	7.0796	3.8486	15.1077
Si	9.2548	1.5652	14.9936
Si	6.5341	9.134	14.9544
Si	9.7166	6.7112	14.9051
Si	11.5898	-10.3044	30.0608
Si	-0.7377	17.5114	20.903
Si	7.6739	-2.7601	21.4077
Si	8.1846	7.6017	17.2027
Si	21.3314	17.6474	26.1399
Si	12.0343	3.8351	34.522
Si	-0.5159	9.3509	21.8839
Si	-16.74	-3.9828	25.9546
Si	12.3001	5.4034	19.5001
Si	11.7869	-3.8177	28.6764
Si	-1.139	9.2425	29.5818
Si	8.7636	15.8461	27.6864
Si	-4.5591	-39.1244	29.7184
Si	5.2101	6.9996	31.126
Si	6.781	-1.4602	34.3502
Si	-16.0666	24.9479	20.2258
Si	11.9069	10.8673	19.8954
Si	11.3536	-6.6292	29.3105
Si	15.865	25.7309	27.0535
Si	-10.1133	1.536	25.0147
Si	5.065	15.5979	22.8061
Si	30.8405	-20.9459	28.3357
Si	14.4524	5.3984	17.5033
Si	26.8805	-0.3757	17.2924
Si	24.3402	13.6221	20.3183
Si	14.4909	-23.277	19.8121
Si	8.934	13.3063	23.5723
Si	-19.4649	2.9045	16.6282
Si	-3.4421	-10.0264	21.2784
Si	-6.023	-11.0722	22.389
Si	-4.5114	-9.5011	30.0187
Si	3.5927	0.4145	28.8065
Si	-8.6382	13.529	27.3433
Si	-1.0166	-9.0601	34.4587
Si	11.4714	-1.4997	24.8771
Si	17.8283	6.7832	23.9028
Si	-7.1211	-13.5637	28.6019
Si	11.3874	0.4694	17.0619
Si	7.5011	-1.0621	19.1164
Si	14.2241	-2.4307	23.9376
Si	7.6362	24.3665	26.1981
Si	9.6965	-16.3012	23.6242
Si	11.0593	-18.9743	31.9594
Si	14.1513	6.9272	21.4004
Si	14.1253	13.3129	23.1917
Si	-4.5009	-5.7453	17.9776
Si	15.4102	7.1656	34.1076
Si	7.1475	-12.2133	31.3965
O	10.5471	-13.4542	-10.5663
O	-0.1825	-18.0354	-5.5399
O	-14.279	-12.0204	-3.2903
O	4.4127	-12.1631	-12.7358
O	4.2006	1.4639	-0.4544
O	1.3785	-1.3804	-0.5976
O	4.9053	-9.6509	-6.9248
O	-2.4649	-8.744	-1.1731
O	4.1124	9.7894	-7.6596
O	27.9572	-2.6112	-4.967
O	16.1155	5.3372	-9.9814
O	19.9782	25.7839	-12.8661
O	15.2787	28.5846	-3.7158
O	-2.2649	-20.2742	26.9308
O	-1.345	7.0772	16.5016
O	-0.0814	5.5438	14.9195
O	-4.4339	12.6611	20.3994
O	8.5369	6.8626	20.8213
O	-8.6749	5.9601	18.196
O	11.8791	2.4545	26.3354
O	4.1318	13.7909	19.8787
O	19.4145	6.5549	23.9051
O	10.0893	1.0631	16.3058
O	0.0223	-0.1988	21.1494
O	11.9169	-0.8158	16.2369
O	7.6557	-5.9801	28.88
O	10.9575	9.3878	23.3616
O	7.4297	6.3889	17.9741
O	13.0381	12.6635	24.1844
O	3.8937	-3.0446	20.2139
O	-17.66	3.7157	23.6868
O	4.3087	5.9057	22.0455
O	6.8242	19.663	20.1756
O	-9.7767	-6.985	16.2679
O	6.4437	-21.6793	31.0173
O	26.298	-14.1469	27.2995
O	23.7453	1.2737	20.0255
O	4.5574	11.8853	16.5812
O	4.2871	-11.4401	20.9207
O	-15.7994	-5.2829	30.7801
O	8.7583	9.1927	22.0055
O	14.0311	18.5954	34.7901
O	13.8898	-9.6805	27.5232
O	8.2058	-10.8501	20.0741
O	-0.5161	-8.9686	24.1238
O	9.2519	10.0951	28.2767
O	24.7169	-8.3834	15.1992
O	-2.6834	13.6024	15.5161
O	-4.4404	7.4274	25.3109
O	5.3553	-1.2365	15.9517
O	8.4501	30.6505	18.1799
O	6.1143	-0.1393	34.9926
O	25.7594	-3.6651	24.7572
O	2.6955	-2.9987	22.5664
O	-5.2665	-2.5611	34.2472
O	-4.6895	5.3596	23.7374
O	10.6544	27.4763	24.9143
O	-13.2608	-9.2181	22.1921
O	12.9668	6.0315	20.814
O	23.3836	-28.8661	19.546
O	29.506	13.0708	24.6393
O	-4.0919	14.9834	35.7693
O	-1.8011	-4.483	26.9958
O	10.9946	10.9349	18.5588
O	-0.4022	5.8273	22.2655
O	-3.5312	8.0914	15.8935
O	-6.8006	20.6729	18.3068
O	-19.7657	-1.2893	19.8063
O	-17.5276	7.3862	29.901
O	1.1511	14.5468	32.9254
O	13.4616	-2.7536	15.3163
O	6.4942	10.6213	18.1193
O	6.4806	-21.818	22.2472
O	8.4623	-12.6255	30.5544
O	-10.8721	10.0492	30.3865
O	21.737	8.0813	21.0006
O	6.4769	-6.4364	16.5015
O	-0.754	-17.4291	28.2692
O	3.4325	-7.1142	17.3891
O	-5.7548	-17.5197	28.6416
O	-0.1523	-5.0552	19.6045
O	13.4815	3.4408	35.0957
O	-8.7316	19.8938	24.88
O	-11.938	-8.6525	32.8887
O	9.6029	-3.9995	35.8229
O	12.5891	1.5534	17.2472
O	0.6556	5.2999	34.9855
O	11.9737	-5.1466	29.5862
O	26.6811	16.6001	18.3356
O	6.0679	2.7787	26.6485
O	22.3026	-10.8876	25.4846
O	27.6003	-7.0004	21.6577
O	13.3281	-7.8998	21.9004
O	1.6414	14.1751	28.7203
O	21.257	0.332	34.8659
O	26.0509	12.1483	22.792
O	8.2947	4.0446	26.4435
O	21.3144	-3.0455	29.1506
O	0.7863	17.4176	27.1564
O	5.0158	-15.9079	34.9458
O	-8.7303	18.9585	28.6581
O	17.4512	4.0028	19.1129
O	0.072	-8.0833	35.163
O	3.9014	16.9631	16.0884
O	2.2586	-21.4439	29.717
O	-2.9371	8.8458	35.2655
O	-4.2358	29.4761	22.5847
O	18.6635	1.2116	29.2296
O	21.4061	1.2939	28.9928
O	3.4345	3.5759	26.762
O	28.2383	2.9687	30.4772
O	11.746	1.4755	31.3891

Results
free energy: -155989.209 eV
free energy less fixed offsets of O -570.45, Si -639.56 eV per atom: -2.169 eV

Forces (eV/angstrom), in the order of the atoms: element, x, y, z
Si	0.0571	0.0159	0.222
Si	-0.0393	-0.0315	0.222
Si	-0.0065	-0.0349	0.2327
Si	0.0321	0.0214	0.2266
Si	-0.0556	-0.0585	0.2233
Si	0.0337	0.0436	0.208
Si	0.0271	0.0214	0.2155
Si	-0.0137	-0.0488	0.1918
Si	-0.0326	0.0459	-0.0266
Si	-0.0049	-0.021	0.008
Si	-0.0207	0.0112	0.0061
Si	-0.0005	0.0133	-0.0187
Si	-0.0122	0.0014	0.0141
Si	0.0376	-0.0417	-0.0213
Si	0.0129	-0.0011	-0.0076
Si	-0.0181	-0.0259	0.0124
Si	0.0105	0.0186	0.0228
Si	0.0367	-0.0162	0.0324
Si	-0.0138	-0.016	0.0528
Si	-0.0113	-0.0123	-0.003
Si	0.0003	-0.0112	0.0588
Si	-0.0075	-0.0034	0.0095
Si	0.0163	0.0102	0.017
Si	-0.0142	0.0364	0.0374
Si	-0.0059	-0.0018	-0.0134
Si	0.0083	0.035	-0.0128
Si	-0.0296	-0.0153	-0.0184
Si	0.004	-0.0139	-0.025
Si	-0.0209	-0.0234	-0.0055
Si	0.0178	0.0042	-0.0213
Si	0	0.0046	-0.0115
Si	0.0282	0.0247	-0.0183
Si	-0.0028	-0.0115	0.0184
Si	-0.0108	0.0103	0.0101
Si	0.0038	-0.0082	0.0057
Si	-0.0128	-0.0018	0.0068
Si	0.0102	-0.0039	0.0116
Si	-0.0147	0.0007	0.0202
Si	-0.0085	-0.0047	0.0088
Si	0.0012	-0.0062	0.006
Si	0.0004	0.0056	0.0054
Si	0.0087	-0.0083	0.0106
Si	0.0005	0.0099	0.013
Si	-0.0062	-0.0182	0.0058
Si	-0.0065	0.0144	0.0145
Si	0.0066	0.0096	0.008
Si	-0.0015	-0.0107	0.0066
Si	0.0145	0.0015	0.0178
Si	-0.0052	-0.0008	-0.0052
Si	0.0121	0.0069	-0.0076
Si	-0.0034	-0.0128	-0.0146
Si	-0.0141	-0.0097	-0.0113
Si	0.0124	-0.0076	-0.0058
Si	-0.0148	-0.0139	-0.0132
Si	-0.0107	0.0085	-0.0131
Si	0.0015	-0.0091	-0.0129
Si	0	0.0222	-0.0093
Si	-0.0155	-0.0139	-0.0023
Si	-0.012	-0.0084	-0.0007
Si	-0.0021	-0.0077	-0.0129
Si	0.0046	0.0206	-0.0097
Si	0.0331	0.0375	0.0029
Si	0.0148	-0.0063	0.0077
Si	-0.004	-0.0203	-0.01
Si	0.0015	0.0024	0.0144
Si	-0.0372	0.0311	0.0266
Si	0.0228	-0.0002	0.0091
Si	0.0279	-0.0275	0.0018
Si	-0.0004	-0.0109	0.0264
Si	0.0113	-0.0074	0.0091
Si	0.0003	-0.0123	-0.0054
Si	-0.0018	-0.0196	0.0253
Si	0.0067	-0.0028	-0.0242
Si	-0.0096	-0.0117	-0.0274
Si	-0.0292	-0.0257	-0.0708
Si	-0.0082	-0.0013	-0.0538
Si	-0.019	0.0174	-0.0388
Si	0.0185	-0.0014	-0.0463
Si	-0.0192	0.019	-0.0329
Si	0.0204	-0.0249	-0.0176
Si	0.0038	-0.0263	-0.0215
Si	0.0092	0.0318	-0.0121
Si	0.0111	0.0277	-0.0444
Si	-0.0287	-0.0318	-0.0061
Si	-0.0006	0.0356	0.0107
Si	-0.0064	0.0091	0.032
Si	0.0115	0.0011	-0.0057
Si	0.0245	0.0077	0.0018
Si	-0.062	0.0181	-0.2566
Si	-0.027	0.0208	-0.2143
Si	-0.0159	-0.0262	-0.1687
Si	0.0018	0.046	-0.2021
Si	0.0288	-0.0131	-0.2173
Si	-0.069	-0.048	-0.1842
Si	0.1047	0.0837	-0.2465
Si	-0.0467	-0.0021	-0.2346
Si	-0.0299	0.0711	0.2031
Si	-0.0076	0.0057	-0.2076
Si	0.007	0.0363	-0.2337
Si	0.0401	-0.0433	-0.287
Si	0.0136	-0.0138	0.0382
Si	0.0218	0.058	0.2959
Si	0.0037	0.0489	-0.2079
Si	-0.0487	-0.0017	0.0123
Si	0.0983	-0.0252	-0.2441
Si	-0.0183	-0.0056	0.1244
Si	-0.0477	0.02	0.1613
Si	-0.0211	-0.0488	0.1283
Si	-0.0098	0.0327	0.1725
Si	-0.0257	0.0509	0.3411
Si	-0.0628	-0.0174	0.3103
Si	-0.0288	0.0244	-0.2467
Si	0.008	0.0512	-0.3144
Si	-0.0361	-0.032	0.2121
Si	0.0092	-0.009	0.1055
Si	0.0272	0.032	-0.0303
Si	-0.0282	-0.0365	-0.2032
Si	-0.0025	-0.0347	0.1214
Si	0.0546	-0.0558	-0.2502
Si	-0.0378	0.1021	-0.3001
Si	0.0175	-0.0065	-0.2309
Si	-0.029	0.081	-0.2809
Si	-0.0358	-0.0275	-0.1598
Si	-0.0058	-0.0598	-0.1377
Si	-0.0359	-0.0374	-0.2427
Si	0.0067	-0.0002	-0.2236
Si	0.0396	-0.0635	0.1785
Si	-0.0013	-0.014	0.1228
Si	0.0058	0.013	0.0803
Si	-0.0314	-0.0542	0.2672
Si	-0.017	-0.0271	-0.1104
Si	-0.0284	-0.0134	-0.1437
Si	0.0369	-0.0346	0.1867
Si	0.0014	0.0298	-0.3097
Si	-0.0241	-0.0015	-0.3461
Si	0.001	0.0123	-0.1746
Si	0.0102	-0.0104	0.0307
Si	0.0231	0.0141	-0.1413
Si	-0.0176	0.0228	0.391
Si	-0.0194	0.0008	-0.2283
Si	0.0151	0.0308	-0.2062
Si	0.0368	0.0109	-0.3104
Si	-0.0389	0.0036	0.3872
Si	-0.018	-0.0169	0.323
O	-0.01	0.0212	0.0282
O	0.0065	0.0627	-0.1977
O	0.0469	0.0156	-0.2513
O	-0.0242	-0.0287	0.1162
O	0.0058	0.0016	-0.0848
O	-0.0334	0.0109	-0.0874
O	-0.061	-0.002	-0.0769
O	0.07	-0.0569	-0.1475
O	0.0165	0.0051	-0.0561
O	-0.0074	-0.0186	-0.1256
O	0.0141	0.0138	-0.0233
O	-0.0068	-0.0134	0.0412
O	0.0245	-0.0267	-0.3053
O	0.0079	0.0204	-0.0517
O	-0.0583	0.0308	0.2131
O	0.0366	0.0067	0.1191
O	0.0211	-0.013	0.0826
O	-0.0313	-0.009	0.0917
O	-0.0825	0.0444	0.1378
O	-0.0343	0.0019	-0.0305
O	0.0058	0.0049	0.0955
O	0.0049	0.0077	0.0465
O	0.0582	-0.019	0.141
O	-0.0613	-0.0387	0.1449
O	-0.0285	0.0501	0.1459
O	0.0475	0.0196	-0.0899
O	0.0442	0.0069	0.1472
O	-0.0206	-0.0222	0.1588
O	-0.041	-0.0352	0.0658
O	0.0276	-0.0657	0.0803
O	-0.01	0.005	0.0993
O	0.0276	-0.035	0.0714
O	-0.0097	-0.0497	0.1528
O	0.0267	0.0204	0.105
O	-0.0492	0.1027	-0.105
O	0.0479	-0.0147	-0.0824
O	0.0293	0.0184	0.0746
O	0.0565	-0.0885	0.2023
O	0.047	0.0497	0.1646
O	0.048	-0.0933	-0.107
O	0.0057	0.0149	0.082
O	0.0604	-0.0542	-0.1834
O	-0.0189	0.0113	-0.0622
O	0.0303	0.0363	0.1306
O	0.0175	-0.0075	0.0373
O	-0.0086	0.0089	-0.0711
O	0.0192	-0.0043	-0.0286
O	-0.0028	0.0291	0.076
O	0.0119	0.0222	0.0613
O	-0.0978	-0.0074	0.1336
O	0.0078	0.0724	0.1542
O	0.0536	-0.0272	-0.1713
O	0.0324	-0.0256	0.0395
O	-0.0104	0.0559	0.1272
O	0.0121	-0.0008	-0.1304
O	0.0542	0.0233	0.0928
O	0.0213	-0.0092	0.0431
O	0.079	0.0575	0.1411
O	0.024	0.0545	0.1231
O	-0.0242	-0.0108	0.0737
O	-0.0145	-0.0019	0.0132
O	-0.0059	-0.0127	-0.0759
O	-0.0102	0.0358	-0.0441
O	0.0109	-0.0356	0.2586
O	-0.0033	-0.0444	0.141
O	0.0261	-0.0612	0.1319
O	-0.0568	-0.0641	0.2061
O	-0.0125	-0.0472	0.0869
O	-0.07	0.0432	-0.163
O	-0.0131	-0.0285	-0.2498
O	0.0081	-0.0301	0.0971
O	0.0768	-0.0038	0.1564
O	-0.0316	-0.0145	0.1
O	0.0954	-0.0206	-0.1124
O	0.0084	-0.0064	-0.0613
O	0.0162	0.0034	0.0698
O	-0.07	0.0514	0.2277
O	-0.0253	0.0032	-0.0652
O	0.0138	0.066	0.1508
O	-0.0481	-0.003	-0.1126
O	-0.043	0.034	0.0853
O	-0.0653	0.0486	-0.1409
O	-0.0088	0.0174	0.053
O	-0.0031	0.0192	-0.2608
O	-0.0101	0.0224	-0.0797
O	-0.0182	-0.0133	0.1477
O	0.0321	-0.0652	-0.1505
O	0.0099	0.0205	-0.0416
O	0.008	0.0249	0.1141
O	0.0032	-0.0186	-0.0113
O	-0.0031	0.0041	0.0384
O	0.007	0.0599	0.1561
O	0.0073	0.0105	0.172
O	0.0395	-0.0387	-0.0756
O	-0.0506	0.0658	-0.1582
O	-0.0177	0.02	0.0791
O	0.0014	0.0086	-0.0489
O	0.016	-0.0579	-0.0636
O	0.01	-0.0133	-0.0824
O	-0.0559	0.0494	-0.176
O	-0.0042	0.0269	-0.0458
O	0.0044	-0.0861	0.1713
O	-0.0018	-0.0074	-0.0253
O	0	-0.0546	0.2052
O	0.0767	-0.0172	-0.0876
O	-0.0154	0.0778	-0.1401
O	-0.0337	-0.0235	0.1292
O	0.0583	0.0143	-0.0887
O	-0.0275	0.0247	-0.0768
O	0.007	-0.0012	-0.0516
O	-0.0075	0.0175	-0.0359
O	0.029	-0.0985	-0.1502

The program warned: the cutoff lies below the one the program advises for these potential files; the forces do not sum to zero within the program's tolerance; empty levels may hold ghost states of the PAW files; the exchange-correlation potential is rough where the density is thin.
